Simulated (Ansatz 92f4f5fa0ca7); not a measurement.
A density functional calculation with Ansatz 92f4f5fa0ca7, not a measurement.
Periodic cell of 171 atoms, Si99O72, from a study of silicon, its oxide and their interface. The atomic structure is a simulated model.

Settings: functional PBE; potential files Ansatz PAW; basis plane waves; wave-function cutoff 700 eV; density cutoff ratio 5; exchange-correlation grid ratio 2; k mesh 2 x 2 x 1, shifted by 0.5 0.5 0.5 of a step; self-consistency stop 5e-08 eV per atom in the density residual; occupations Fermi-Dirac, 0.05 eV; spin none; net charge 0.

Cell vectors (angstrom)
a 11.5983 0 0
b 0 11.5983 0
c -3.8968 1.5039 21.495

Atoms and the computed forces on them: element, x, y, z (angstrom), force x, y, z (eV/angstrom)
Si 0.8852 0.0599 -0.0946 -0.1122 -0.0693 -0.4161
Si 1.0175 3.1004 -0.676 0.0286 0.0344 -0.418
Si 0.8513 8.6012 -0.5495 -0.0103 0.111 -0.239
Si 4.6218 -0.0177 -0.485 -0.0033 0.4495 -0.1534
Si 4.793 4.344 -0.4823 0.1208 0.3505 -0.0065
Si 4.9053 7.6006 -0.4668 0.0036 -0.36 0.0207
Si 8.7002 0.0507 -0.0485 0.0447 0.0823 -0.6307
Si 8.8144 3.1266 -0.6407 -0.0551 -0.0716 -0.2897
Si 8.6501 8.5922 -0.4953 -0.045 0.0441 -0.4722
Si 2.8835 0.1003 1.0856 -0.0052 -0.0505 -0.1721
Si 2.8269 3.8502 0.7585 -0.0055 -0.007 -0.2236
Si 2.8373 7.9623 0.7337 -0.0638 0.0247 -0.3079
Si 6.6148 0.0258 0.9591 -0.2666 0.0323 -0.2043
Si 6.8489 3.8506 0.6784 0.018 -0.0548 -0.2716
Si 6.8069 7.9178 0.8946 0.0865 -0.0171 -0.2519
Si 10.5932 0.0928 1.2559 0.1519 -0.067 -0.1555
Si 10.7065 3.7848 0.643 -0.0107 -0.0513 -0.1295
Si 10.5925 7.9912 0.7973 -0.004 0.01 -0.1629
Si 2.9136 2.0769 2.3113 0.0311 0.1458 0.1335
Si 2.7618 5.8933 2.0545 0.1253 0.0516 -0.0453
Si 2.8955 9.7323 2.3179 0.0324 -0.214 0.159
Si 6.7087 2.0446 2.224 -0.0523 0.1869 0.0887
Si 6.8951 5.8248 2.0896 -0.1401 -0.076 0.0015
Si 6.7057 9.7485 2.3396 -0.0334 -0.0896 0.262
Si 10.6505 2.1228 2.3381 -0.0067 0.1839 0.2998
Si 10.6513 5.8481 1.9812 -0.0205 -0.0528 -0.1625
Si 10.6047 9.7036 2.4046 -0.0111 -0.0907 0.3358
Si 0.9851 2.0714 3.6922 -0.0642 -0.0198 0.0288
Si 0.8909 5.8738 3.5242 0.102 -0.0096 0.0785
Si 0.9644 9.7541 3.6983 -0.0558 0.0205 0.0608
Si 4.8271 2.1066 3.6527 -0.0309 -0.0861 -0.0682
Si 4.8134 5.817 3.392 0.0293 -0.0556 -0.2783
Si 4.7983 9.723 3.6993 0.0278 0.0185 -0.169
Si 8.673 2.0766 3.6274 0.0612 0.0029 -0.0685
Si 8.7992 5.8235 3.4978 -0.0979 -0.0173 -0.0282
Si 8.6528 9.7398 3.6966 0.0516 -0.016 -0.0045
Si 0.9524 0.128 5.0435 0.0107 -0.0294 0.2149
Si 0.9968 3.9944 5.0557 -0.0383 -0.0059 -0.0466
Si 0.8715 7.7792 4.9637 0.0307 0.0176 -0.0715
Si 4.8301 0.1415 4.9323 -0.1074 0.0403 0.2414
Si 4.7735 4.0252 5.012 0.0887 0.0427 0.0676
Si 4.8174 7.673 4.8354 0.0263 0.0455 0.0335
Si 8.7089 0.1313 4.9662 0.1522 -0.0246 0.1969
Si 8.7372 3.9901 5.0316 -0.1357 0.0472 0.1359
Si 8.7339 7.7205 4.919 -0.0466 0.008 -0.0911
Si 2.9504 0.1631 6.3665 -0.1136 0.2011 -0.309
Si 2.8814 4.0332 6.5289 0.0147 -0.0603 0.1374
Si 2.8788 7.6971 6.166 0.089 -0.1096 -0.1275
Si 6.763 0.0943 6.266 -0.0271 0.2378 -0.0439
Si 6.7316 3.9522 6.3608 0.1565 -0.0191 -0.0312
Si 6.7623 7.6265 6.1752 -0.0093 -0.2889 -0.0974
Si 10.5895 0.1264 6.4496 0.122 0.1336 -0.2555
Si 10.6956 4.0131 6.4718 -0.072 -0.0313 0.0932
Si 10.5684 7.8138 6.4124 -0.1056 0.0839 0.1586
Si 2.9958 2.0159 7.9098 -0.0766 -0.1436 0.3489
Si 2.7994 6.0721 7.8343 -0.0156 0.1002 0.2157
Si 3.0148 9.6496 7.3825 0.1902 -0.0459 0.2504
Si 6.8398 1.9738 7.7286 -0.0804 -0.1262 0.1296
Si 6.6992 5.8567 7.7447 0.0121 -0.0721 0.2364
Si 6.7868 9.6198 7.3193 -0.0445 0.2559 0.1703
Si 10.6083 2.0707 7.8734 0.0182 -0.2001 0.4376
Si 10.6729 5.9649 7.8863 -0.0462 0.0697 0.1517
Si 10.5544 9.7733 7.8121 0.0832 0.0039 0.5179
Si 12.5595 1.4877 9.1767 0.1213 -0.1547 -0.2833
Si 12.531 6.5101 9.3959 -0.0804 -0.5651 0.0584
Si 12.8329 10.0371 8.8049 -0.2176 0.1245 -0.1694
Si 5.0216 2.0191 9.2224 0.1089 0.4557 -0.0585
Si 4.7734 6.3215 9.085 -0.0125 0.361 0.3676
Si 4.929 9.3968 8.6995 -0.0383 0.0051 0.1775
Si 8.6704 2.2683 9.2636 0.0233 0.2362 0.0339
Si 8.6557 5.4924 9.0225 -0.0257 -0.1907 0.207
Si 8.3879 9.8913 8.9684 -0.1642 -0.5278 0.0023
Si 3.0381 0.0784 16.6426 0.2048 -0.0263 -0.4035
Si 1.8215 5.0945 12.0041 0.0452 0.1438 0.5255
Si 0.0351 7.1224 16.7998 0.0349 0.1203 -0.2837
Si 4.8082 9.6043 17.928 -0.0125 0.0745 -0.4488
Si 4.5226 4.351 11.2571 0.0341 -0.0705 0.2989
Si 8.3676 5.4942 15.014 -0.0631 0.012 -0.1384
Si 2.8745 7.382 16.7438 -0.0857 0.0542 -0.1881
Si 6.2968 3.4881 13.6821 -0.0314 0.0368 0.4168
Si 2.2637 7.6938 13.5981 0.1496 0.1165 0.2096
Si 6.1476 -0.9809 13.746 -0.2165 -0.0677 0.4885
Si 1.278 3.8691 18.9353 0.1026 0.1187 -0.4106
Si 0.7423 -0.6279 18.6869 0.1246 -0.1606 -0.5293
Si 1.2379 11.1604 11.4505 0.1299 -0.0499 0.7016
Si 8.665 7.5643 11.1752 -0.1982 0.0122 0.2511
Si 8.952 6.076 17.9391 0.0103 0.0772 -0.4141
Si 7.8283 8.8337 18.064 -0.0245 -0.0023 -0.4129
Si 4.0863 4.7275 18.0801 -0.001 0.0673 -0.6349
Si 3.1102 10.5841 13.8386 0.2007 -0.1412 0.2473
Si 0.9078 4.1672 15.9732 0.0667 -0.0133 -0.3844
Si 8.8032 1.9111 12.4761 0.0476 0.1032 0.5758
Si -0.0114 8.5122 11.7744 0.0457 -0.1164 0.6819
Si 3.8853 3.0594 15.7258 0.075 -0.1639 -0.0605
Si 6.2314 11.2892 10.6501 -0.0368 -0.284 0.3357
Si 8.8652 10.9789 14.2363 -0.096 -0.0218 0.2611
Si 10.3363 -1.7872 16.4894 -0.0291 -0.0701 -0.3997
Si 7.6315 8.2447 13.8047 -0.0815 0.0749 0.3493
Si 10.8047 4.0651 13.6435 -0.2009 -0.0618 0.3467
O 3.9235 8.5559 17.0597 0.0674 0.0964 0.1962
O 10.4283 6.7866 17.8407 -0.0069 -0.0677 0.1688
O 0.6354 7.7771 -1.9595 0.1649 0.1469 0.3459
O 1.1747 3.6937 -2.2093 -0.0407 -0.1271 0.4194
O 8.7908 9.4084 13.7567 -0.0191 0.0165 -0.1064
O 6.3826 9.4085 17.6232 0.0806 0.0088 0.1961
O 5.5563 1.1789 10.5717 -0.0529 0.0143 -0.3382
O -0.0475 10.1664 11.8059 0.0156 0.0099 -0.2399
O 8.7128 5.1859 16.5804 0.0548 0.0389 0.2932
O 2.1911 11.407 12.7675 -0.2548 0.0585 -0.4084
O 4.8083 5.9758 -0.6941 -0.0076 -0.1231 0.1733
O 2.8929 3.8721 18.7836 -0.1465 -0.1345 0.1658
O 3.5266 6.0007 17.2484 0.0545 -0.1876 0.2143
O 4.5689 9.3608 19.5182 -0.0144 0.0534 0.5016
O 0.7971 5.3387 19.4342 -0.0378 -0.0706 0.2737
O 1.3159 -1.9163 19.5007 -0.0436 -0.0018 0.2758
O 8.8429 1.4657 -0.9419 -0.11 0.1661 0.389
O 1.2756 5.3095 10.4823 -0.1031 0.1026 -0.2416
O 0.6801 7.854 10.4011 0.1288 -0.1386 -0.5149
O 0.8563 1.0377 10.8252 -0.0326 0.2826 -0.6633
O 0.4827 4.6986 12.8517 0.198 0.0472 -0.2576
O 5.7109 4.1668 12.3378 -0.1497 0.0882 -0.3315
O 4.5889 5.864 10.6745 0.0646 -0.0247 -0.3093
O 4.9451 7.9277 9.4064 -0.0195 -0.1937 -0.3701
O 8.2988 8.599 9.9892 0.0696 0.2761 -0.1757
O 4.7826 3.505 9.8934 0.0197 -0.2389 -0.1165
O 3.1778 9.0277 13.3284 -0.0848 0.0442 -0.0543
O 0.8315 2.8684 20.1112 -0.0593 -0.328 0.2228
O 10.0671 -0.6251 15.3534 -0.0004 -0.0399 -0.0032
O 10.0332 2.9453 12.7712 -0.0567 -0.0647 -0.1905
O 10.0981 7.906 11.8395 0.1259 0.0664 -0.1061
O 7.6414 11.1583 9.7905 0.2482 -0.1654 -0.0858
O 9.2653 0.4663 13.0975 0.0072 0.1044 -0.257
O 7.9785 7.0821 14.8892 -0.0066 -0.0154 -0.0856
O 3.3792 1.5638 16.1023 -0.0399 -0.0078 0.1333
O 4.9692 2.9377 14.4968 0.0643 0.0865 -0.0547
O 1.8581 0.114 17.7589 -0.1764 -0.0715 0.2555
O 6.5544 10.8736 12.1902 0.0502 0.1719 -0.641
O 0.4256 5.7545 15.946 0.0021 -0.0127 0.1289
O 5.0517 10.362 10.0261 0.0695 0.0668 -0.1425
O 9.6758 5.1826 14.0736 0.0726 -0.0239 -0.0346
O 3.0464 4.0017 11.9192 0.0123 -0.0417 -0.1786
O 8.6839 6.0734 10.5667 -0.002 0.0582 -0.2665
O 0.7263 8.0677 13.1807 -0.2202 0.1259 -0.441
O 1.9686 10.2481 10.3097 0.0692 -0.1103 -0.4719
O 8.8446 9.3797 16.9315 -0.1022 -0.0312 0.2837
O 4.6361 11.1729 13.9501 0.0291 -0.0121 -0.1283
O 4.3824 11.0741 17.3476 -0.0421 -0.1053 0.1857
O 11.1176 -1.0913 17.7247 0.1604 0.1524 0.3615
O 8.6347 1.7941 10.8675 -0.0149 -0.0148 -0.6789
O 0.829 -1.3619 -0.9928 0.1398 -0.3298 0.414
O 0.2644 0.368 19.8781 0.0143 0.3074 0.3978
O 7.7848 7.2092 18.0145 -0.0096 -0.0248 0.1753
O 11.1202 8.4561 15.9464 -0.016 -0.0325 0.1804
O 8.7612 -1.3751 -0.9449 -0.1062 -0.2018 0.4981
O 7.2986 11.3428 14.6884 0.0816 -0.1031 -0.1935
O 4.748 3.7417 16.9479 -0.1445 0.1506 0.291
O 7.5304 7.5685 12.3378 0.1335 -0.0592 -0.3833
O 8.6065 3.8979 9.3919 0.0141 0.2647 -0.1273
O 11.4738 3.3822 14.9773 0.0226 0.0744 0.0171
O 12.6038 11.6291 8.3777 -0.0885 0.091 0.3468
O 7.407 2.3658 13.2372 0.0837 -0.0499 -0.2208
O 0.9 1.4562 -1.0221 0.0934 0.206 0.4239
O 2.478 3.9219 15.4644 -0.0636 0.04 0.1147
O 0.659 3.5428 17.4604 0.0131 0.0022 0.3668
O 2.5186 10.7697 15.3583 -0.0842 0.0708 0.0884
O 7.0775 4.5986 14.5895 -0.0412 -0.0815 -0.1015
O 2.5808 6.3877 12.6868 -0.0528 -0.145 -0.2213
O 1.4371 7.6022 17.4913 -0.0093 -0.019 0.128
O 8.9512 3.7334 -2.2094 0.0701 -0.0906 0.5526
O 6.2077 9.0059 14.1166 0.1703 0.1079 -0.139
O 2.5579 7.3175 15.1459 -0.0106 -0.0167 -0.0194

Results
free energy: -103891.457 eV
free energy less fixed offsets of O -569.03, Si -635.61 eV per atom: 4.093 eV
pressure: -0.16 GPa
stress xx, yy, zz, yz, xz, xy (GPa, positive in tension): 0.15, -0.57, 0.91, 0.02, 0.21, -0.14

The program warned: the cutoff lies below the one the program advises for these potential files.
